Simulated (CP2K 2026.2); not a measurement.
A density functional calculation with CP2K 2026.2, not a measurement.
Periodic cell of 510 atoms, Si360O150, from a study of silicon, its oxide and their interface. The atomic structure is a simulated model.
Doubt: the forces sum to 0.92 eV/angstrom along one axis rather than to zero, so they err by at least 0.0018 eV/angstrom per atom on average; the grid cutoff is modest.

Settings: functional PBE; method Gaussian and plane waves; basis set DZVP-MOLOPT-SR-GTH; pseudopotentials GTH-PBE; grid cutoff 350 Ry, relative cutoff 50 Ry; k points Gamma only; occupations fixed; spin none; net charge 0.

Cell vectors (angstrom)
a 16.32 0 0
b 0 16.32 0
c 0.1827 2.1006 34.2519

Atoms and the computed forces on them: element, x, y, z (angstrom), force x, y, z (eV/angstrom)
Si 14.418 15.485 0.495 -0.026 0.157 0.004
Si 0.912 1.686 0.235 -0.025 0.058 -0.038
Si 15.443 3.405 0.122 0.039 -0.053 0.002
Si 2.174 8.27 34.234 0.033 -0.017 0.003
Si 14.259 6.013 32.519 0.386 -0.127 0.541
Si 2.077 8.542 31.899 0.052 -0.063 0.728
Si 2.742 15.076 33.022 -0.016 0.043 0.114
Si 10.013 16.747 27.184 0.024 -0.08 -0.061
Si 3.704 4.467 0.073 -0.017 0.01 -0.011
Si 6.303 7.316 0.075 -0.047 -0.003 -0.009
Si 4.565 9.028 0.033 0.12 -0.201 0.532
Si 7.239 11.808 0.064 0.206 -0.257 0.55
Si 9.737 14.741 0.07 -0.165 0.172 0.708
Si 12.691 0.831 0.436 0.393 -0.108 0.593
Si 3.397 11.997 28.637 -0.014 -0.035 0.041
Si 11.631 7.588 33.594 -0.201 -0.226 0.543
Si 9.175 12.147 34.111 -0.002 -0.039 -0.013
Si 11.942 12.528 0.162 0.089 -0.122 0.741
Si 16.273 16.371 1.591 -0.011 -0.021 -0.045
Si 2.662 2.783 1.41 -0.019 -0.037 -0.052
Si 0.115 5.303 1.215 -0.018 -0.051 -0.098
Si 2.799 8.032 1.251 -0.013 0.001 -0.074
Si 15.791 10.46 1.207 0.009 -0.015 -0.061
Si 3.209 14.163 1.579 0.246 0.082 0.543
Si 4.937 15.881 1.557 -0.01 -0.031 -0.051
Si 8.671 3.094 1.578 0.217 0.403 0.41
Si 5.381 5.534 1.358 0.05 0.026 0
Si 8.11 8.271 1.224 0.053 0.006 -0.037
Si 5.502 10.799 1.3 0.017 0.037 -0.043
Si 8.177 13.541 1.37 -0.034 0.005 -0.053
Si 10.86 16.246 1.535 -0.055 -0.022 -0.062
Si 13.729 2.606 1.55 -0.006 -0.031 -0.076
Si 10.444 4.857 1.386 -0.032 -0.019 -0.003
Si 14.097 8.675 1.365 0.029 0.033 -0.055
Si 10.736 10.897 1.314 0.017 0.002 -0.04
Si 13.481 13.636 1.561 -0.044 -0.041 -0.057
Si 14.983 1.345 3.035 0.004 -0.06 -0.035
Si 1.362 4.107 2.829 -0.008 0.017 -0.05
Si 15.059 6.809 2.524 -0.033 0.016 -0.007
Si 1.313 9.473 2.456 -0.038 0.039 0.016
Si 14.925 12.171 2.668 0.047 -0.031 0.006
Si 1.396 15.003 2.819 0.016 -0.007 0.044
Si 4.012 1.368 2.734 0.002 0.023 0.024
Si 6.83 4.16 2.64 0.024 -0.053 0
Si 4.082 6.822 2.817 -0.004 -0.015 -0.067
Si 6.821 9.517 2.77 0.014 -0.033 -0.036
Si 4.149 12.25 2.625 -0.002 0.026 -0.006
Si 6.772 14.911 2.689 -0.007 0.03 -0.007
Si 9.612 1.388 2.875 -0.026 -0.011 0.029
Si 12.238 4.016 2.712 -0.021 0.037 0.008
Si 9.492 6.766 2.519 0.036 -0.053 -0.042
Si 12.248 9.561 2.6 -0.006 -0.024 -0.004
Si 9.505 12.237 2.815 -0.009 -0.009 -0.02
Si 12.138 14.902 2.972 0.005 0.035 -0.022
Si 13.569 16.27 4.248 -0.004 -0.024 0.015
Si 0.032 2.771 4.239 0.002 -0.002 -0.009
Si 13.62 5.49 3.938 -0.008 -0.004 -0.001
Si 0.061 8.13 3.976 0.004 0.017 0.001
Si 13.531 10.9 4.074 0.034 -0.016 -0.019
Si 16.331 13.531 4.031 -0.021 0.002 0.003
Si 2.675 16.405 4.194 0.03 -0.02 0
Si 5.469 2.74 3.997 0.013 0.006 -0.011
Si 2.726 5.465 4.15 -0.012 0.017 0.01
Si 5.453 8.178 4.123 0.03 0.007 0.008
Si 2.685 10.866 3.885 -0.008 -0.003 -0.019
Si 5.482 13.538 4.104 -0.016 0.034 -0.003
Si 8.123 16.319 4.06 -0.002 0.008 -0.007
Si 10.996 2.689 4.215 -0.004 0.043 0.007
Si 8.147 5.517 4.039 0.029 0.004 0.011
Si 10.897 8.115 3.911 0.021 -0.008 -0.011
Si 8.149 10.868 4.136 -0.016 0.062 -0.009
Si 10.807 13.544 4.256 -0.015 -0.024 0.022
Si 14.989 14.882 5.467 -0.014 -0.017 0.018
Si 1.358 1.4 5.582 -0.013 -0.007 0.03
Si 14.926 4.161 5.44 0.004 0.023 0.008
Si 1.36 6.837 5.455 0.02 -0.008 0.039
Si 14.961 9.492 5.34 -0.027 -0.023 -0.073
Si 1.383 12.188 5.368 0.002 0.002 0.006
Si 4.088 14.952 5.419 0.004 0.02 -0.019
Si 6.782 1.375 5.411 -0.015 -0.011 0.003
Si 4.112 4.071 5.426 0.013 -0.018 0.006
Si 6.811 6.816 5.465 -0.016 -0.019 0.03
Si 4.04 9.562 5.372 -0.007 0 0.007
Si 6.803 12.217 5.506 0.011 -0.021 0.035
Si 9.445 14.969 5.496 -0.005 0.004 0.021
Si 12.272 1.339 5.602 0.01 -0.029 0.023
Si 9.526 4.112 5.399 0.005 0.015 -0.031
Si 12.247 6.806 5.341 0.018 0.004 0.007
Si 9.559 9.465 5.377 0.01 -0.004 0.011
Si 12.232 12.205 5.526 -0.001 0.033 0.034
Si 16.31 16.29 6.839 -0.015 0.001 0.004
Si 2.763 2.754 6.852 0.004 0.005 0.018
Si 16.309 5.483 6.807 -0.029 -0.006 0.01
Si 2.729 8.195 6.785 0.012 0.013 0.006
Si 16.321 10.847 6.732 0.016 0.02 0.007
Si 2.719 13.575 6.758 -0.002 -0.007 -0.004
Si 5.438 16.32 6.785 0.009 0.005 0.005
Si 8.162 2.737 6.762 0.003 0 -0.004
Si 5.451 5.438 6.8 -0.01 -0.008 0.008
Si 8.187 8.164 6.796 0.015 0.001 0.006
Si 5.402 10.867 6.802 -0.016 0.005 0.005
Si 8.137 13.589 6.861 -0.016 0.035 0.007
Si 10.845 16.3 6.862 -0.007 -0.009 0.003
Si 13.633 2.762 6.853 0.008 -0.004 0.013
Si 10.893 5.46 6.755 0.027 -0.01 -0.006
Si 13.603 8.154 6.732 -0.023 -0.014 0.008
Si 10.869 10.817 6.815 -0.003 -0.013 0.005
Si 13.612 13.572 6.845 0.024 -0.001 0.017
Si 14.97 1.37 13.556 -0.007 0.006 -0.013
Si 1.355 4.099 13.56 -0.002 -0.004 -0.021
Si 14.94 6.826 13.634 0 0.01 -0.007
Si 1.33 9.523 13.628 -0.004 0.007 0.011
Si 14.986 12.221 13.624 0.002 0.003 0.005
Si 1.38 14.962 13.619 0.01 0.003 0.002
Si 4.09 1.371 13.616 0.002 -0.01 0.003
Si 6.788 4.038 13.615 0.024 -0.018 0
Si 4.057 6.794 13.567 -0.001 -0.002 -0.016
Si 6.798 9.512 13.584 -0.009 0.016 -0.018
Si 4.078 12.25 13.628 0.004 0.004 0.007
Si 6.796 14.979 13.591 -0.009 0.011 -0.003
Si 9.504 1.369 13.611 -0.004 -0.002 -0.004
Si 12.229 4.102 13.622 0 -0.021 0.013
Si 9.528 6.777 13.621 -0.022 0.012 0.008
Si 12.289 9.49 13.619 0.009 -0.011 -0.01
Si 9.542 12.231 13.546 0.015 -0.004 -0.025
Si 12.232 14.943 13.554 0.004 0.012 -0.017
Si 13.6 16.315 14.872 0.001 -0.013 -0.012
Si 16.325 2.74 14.909 0.003 -0.028 -0.002
Si 13.562 5.486 15 -0.016 0.023 0.014
Si 16.284 8.182 15.024 -0.007 -0.014 -0.006
Si 13.656 10.838 15 0.003 -0.001 0.001
Si 16.359 13.584 14.977 0.007 0.009 0.009
Si 2.717 16.358 14.98 -0.024 0.013 0.012
Si 5.43 2.704 15.024 0.011 0.008 0.029
Si 2.686 5.457 14.936 -0.024 0.003 -0.026
Si 5.415 8.144 14.914 0 -0.009 -0.008
Si 2.693 10.889 14.973 -0.008 0.008 0.012
Si 5.458 13.628 14.966 0.035 -0.006 0.006
Si 8.138 16.334 14.973 0.013 0.008 0.006
Si 10.86 2.735 14.971 0.002 0.017 0.001
Si 8.158 5.388 14.956 -0.03 0.005 -0.005
Si 10.943 8.105 14.967 0.017 -0.019 0.021
Si 8.186 10.884 14.898 -0.017 0.018 -0.03
Si 10.89 13.574 14.92 0.003 -0.031 -0.015
Si 14.984 15.007 16.234 0.01 0.01 -0.021
Si 1.342 1.424 16.326 0.017 0.001 -0.019
Si 14.963 4.099 16.245 0.024 0.021 0.018
Si 1.346 6.81 16.328 -0.009 0.017 -0.009
Si 14.947 9.494 16.492 -0.011 -0.004 0.006
Si 1.352 12.213 16.404 -0.008 -0.009 0.021
Si 4.099 15.007 16.323 0.02 0.016 -0.009
Si 6.836 1.374 16.416 -0.022 -0.033 0.022
Si 3.983 4.073 16.307 0.002 -0.021 -0.014
Si 6.716 6.711 16.238 0.022 -0.029 0.002
Si 4.066 9.507 16.275 -0.014 0.023 0.007
Si 6.862 12.254 16.275 0.011 0.036 -0.013
Si 9.487 14.903 16.257 -0.028 -0.028 -0.006
Si 12.226 1.311 16.232 -0.018 -0.01 0.011
Si 9.551 4.121 16.39 -0.006 -0.012 -0.018
Si 12.227 6.789 16.49 -0.004 0.006 0.012
Si 9.573 9.515 16.2 0.004 0.001 0.022
Si 12.295 12.246 16.27 0.009 -0.005 -0.007
Si 16.269 16.392 17.627 -0.041 0.001 -0.025
Si 2.621 2.801 17.756 -0.009 -0.015 -0.029
Si 16.279 5.447 17.654 0.027 0.013 -0.029
Si 2.703 8.188 17.674 -0.006 -0.031 -0.029
Si 16.341 10.85 17.869 0.037 0.044 0.013
Si 2.754 13.635 17.666 0.005 0.007 0.005
Si 5.441 16.329 17.758 0.023 0.012 -0.035
Si 8.222 2.779 17.77 -0.005 0.006 -0.026
Si 5.301 5.421 17.659 -0.009 0.017 -0.033
Si 8.201 8.06 17.4 0.009 0.009 0.015
Si 5.48 10.878 17.542 0.006 -0.019 0.011
Si 8.188 13.579 17.717 -0.005 -0.019 -0.032
Si 10.877 16.224 17.553 0.029 0.01 -0.004
Si 13.576 2.721 17.51 0.014 -0.02 0.003
Si 10.86 5.419 17.905 -0.042 -0.016 -0.005
Si 13.556 8.148 17.926 0.015 0.006 0.031
Si 10.937 10.859 17.575 -0.006 -0.025 0.015
Si 13.703 13.616 17.579 -0.019 -0.006 -0.013
Si 14.881 1.458 18.956 0.031 0.012 0.013
Si 1.228 4.172 19.164 0.027 0.027 0.033
Si 14.974 6.685 19.177 -0.006 0.035 0.045
Si 1.433 9.447 19.213 -0.025 -0.022 0.021
Si 14.953 12.323 19.104 -0.01 -0.004 -0.011
Si 1.325 15.03 18.919 0.028 0.065 0.047
Si 4.079 1.479 19.039 -0.042 -0.017 0.04
Si 6.739 4.173 19.029 0.06 0.002 0.077
Si 3.978 6.818 19.077 -0.013 -0.069 -0.014
Si 6.874 9.403 18.696 -0.038 -0.02 -0.028
Si 4.173 12.233 18.929 0.057 0.066 0.05
Si 6.779 14.897 19.111 -0.036 0 -0.006
Si 9.658 1.303 18.972 -0.037 0.018 0.04
Si 12.326 3.902 19.086 -0.01 0.009 0.025
Si 9.377 6.918 19.086 0.045 0.018 0.095
Si 12.131 9.61 19.192 -0.017 0.003 0.053
Si 9.638 12.186 18.987 -0.005 0.043 0.06
Si 12.297 14.918 18.899 -0.075 -0.039 -0.041
Si 13.318 16.558 20.228 0 0.014 0.015
Si 15.772 3.154 20.406 -0.031 -0.078 0.073
Si 16.229 5.896 28.695 -0.064 0.101 -0.027
Si 0.388 7.664 20.479 0.268 -0.119 -0.553
Si 15.514 8.741 28.508 0.045 -0.047 0.115
Si 16.336 13.761 20.379 -0.077 -0.081 -0.103
Si 2.581 16.498 20.25 0.028 -0.039 -0.702
Si 5.348 2.909 20.446 0.225 -0.396 -0.237
Si 3.843 4.683 22.639 -0.097 0.133 -0.011
Si 5.741 7.949 20.151 0.027 0.106 0.054
Si 3.034 10.809 20.36 -0.038 -0.042 -0.098
Si 5.735 13.189 20.427 0.283 -0.163 -0.504
Si 8.306 16.243 20.26 -0.171 0.031 -0.705
Si 11.501 2.004 20.296 0.105 -0.076 -0.049
Si 7.434 6.117 20.22 -0.048 0.241 -0.608
Si 10.242 8.716 20.405 0.034 -0.062 -0.003
Si 8.512 10.406 20.03 0.031 -0.078 0.042
Si 11.479 13.129 20.202 0.099 -0.238 -0.452
Si 15.01 15.442 21.59 -0.176 -0.025 -0.71
Si 0.468 1.703 22.004 -0.299 0.534 -0.361
Si 13.997 4.891 20.456 0.013 -0.008 0.028
Si 2.188 5.957 20.451 -0.176 0.149 -0.578
Si 14.283 5.941 24.916 0.021 0.103 0.036
Si 1.562 12.273 21.553 -0.021 0.061 -0.63
Si 3.624 14.337 22.363 -0.006 -0.08 -0.039
Si 11.122 16.636 24.216 -0.03 -0.01 -0.032
Si 6.384 1.598 22.054 -0.165 0.227 -0.494
Si 8.172 3.261 23.75 0.052 0.108 -0.064
Si 4.986 9.812 21.55 0.076 -0.089 0.059
Si 6.881 11.326 21.416 -0.074 0.026 -0.028
Si 9.935 14.504 22.228 0.165 -0.09 0.002
Si 14.864 13.491 24.023 -0.05 -0.106 0.002
Si 10.866 2.762 22.392 0.152 -0.305 -0.506
Si 0.222 4.12 26.224 -0.15 -0.022 0.131
Si 10.693 7.785 22.561 -0.167 0.317 -0.784
Si 13.163 11.414 20.378 -0.015 0.005 0.075
Si 6.964 16.389 29.796 0.122 0.073 0.094
Si 10.849 7.6 28.472 -0.033 0.059 0.151
Si 15.363 8.658 31.428 -0.011 -0.037 0.084
Si 5.612 15.433 32.29 0.018 -0.018 0.165
Si 12.679 5.338 22.411 0.43 0.063 -0.662
Si 8.214 14.515 27.82 0.046 -0.03 -0.001
Si 13.608 6.778 27.719 0.079 0.009 -0.023
Si 15.021 16.512 32.806 -0.088 0.265 0.487
Si 12.771 16.895 28.033 0.02 0.021 -0.057
Si 10.777 10.425 24.082 -0.027 -0.056 -0.051
Si 0.292 11.592 28.252 0.047 0.022 0.02
Si 16.444 13.637 33.31 -0.18 -0.32 0.553
Si 5.429 6.802 24.487 -0.015 -0.085 -0.079
Si 2.593 14.476 27.387 -0.022 0.055 0.006
Si 4.971 11.33 26.092 -0.033 0.013 0.014
Si 12.531 3.741 31.673 0.059 -0.029 0.085
Si 9.814 8.586 31.363 0.014 0.07 0.078
Si 10.132 10.095 27.035 -0.15 0.071 0.03
Si 15.13 17.623 26.814 0.126 0.137 -0.021
Si 9.644 4.048 30.818 0.101 -0.105 0.125
Si 0.239 15.696 28.927 -0.053 -0.017 0.08
Si 6.159 6.737 27.537 0.008 0.101 -0.131
Si 5.335 2.091 33.532 -0.141 -0.037 0.65
Si 8.218 12.042 23.181 -0.189 -0.221 -0.43
Si 4.099 9.527 23.701 0.405 0.178 -0.466
Si 2.167 2.772 24.422 -0.011 -0.033 -0.091
Si 15.292 8.522 23.295 0.013 -0.074 -0.158
Si 1.199 10.351 23.807 0.005 0.037 -0.011
Si 4.39 10.681 31.31 -0.027 -0.021 0.168
Si 13.494 10.11 33.536 0.229 0.095 0.586
Si 13.479 10.998 22.708 -0.012 0.111 -0.684
Si 5.246 15.845 24.088 -0.011 0.04 0.03
Si 8.046 6.154 23.233 0.036 0.009 -0.102
Si 0.983 12.74 25.585 -0.11 0.027 0.035
Si 4.575 5.153 29.571 0.048 0.08 0.075
Si 7.553 4.271 33.171 -0.063 0.004 0.003
Si 2.435 3.247 32.639 -0.401 -0.063 0.646
Si 12.68 12.793 31.987 -0.046 -0.011 0.064
Si 1.987 5.612 30.683 -0.093 0.01 0.016
Si 5.292 6.185 32.434 -0.539 0.068 0.455
Si 3.854 17.197 26.333 0.014 0.096 -0.067
Si 6.688 8.912 32.043 0.059 0.109 0.679
Si 8.642 11.682 29.083 0.089 -0.165 -0.059
Si 1.244 17.141 31.229 0.006 0.017 0.172
Si 6.719 13.529 25.279 -0.125 -0.032 -0.004
Si 12.631 17.074 30.922 -0.004 0.13 0.208
Si 7.225 9.692 27.396 0.077 0.02 0.102
Si 9.936 11.591 31.854 -0.168 0.163 0.622
Si 15.275 13.307 30.498 0.166 0.081 0.074
Si 5.674 2.476 28.262 0.045 -0.123 -0.034
Si 8.928 5.314 28.009 0.05 0.028 -0.011
Si 9.584 17.329 31.304 -0.002 0.027 0.215
Si 8.273 2.742 26.691 -0.043 0.068 0.045
Si 13.616 15.578 25.556 0.099 0.104 0.083
Si 14.973 1.363 8.194 -0.002 0.006 0.005
Si 1.361 4.113 8.167 0.007 -0.005 -0.006
Si 14.94 6.824 8.15 -0.002 0.008 0.01
Si 1.357 9.531 8.142 -0.014 -0.005 0.001
Si 14.991 12.202 8.149 -0.017 -0.016 0.008
Si 1.373 14.93 8.156 0.008 -0.001 0.005
Si 4.098 1.354 8.173 0.002 -0.009 0.014
Si 6.81 4.078 8.151 -0.003 -0.008 0.002
Si 4.083 6.814 8.146 -0.003 -0.001 -0.009
Si 6.796 9.513 8.153 -0.005 -0.001 -0.011
Si 4.066 12.241 8.158 0.016 0.013 0.014
Si 6.778 14.968 8.178 0.001 -0.013 0.011
Si 9.495 1.379 8.168 -0.003 0.005 0.004
Si 12.227 4.106 8.161 -0.016 0.009 0.011
Si 9.539 6.798 8.148 0.012 0.002 0.005
Si 12.256 9.483 8.148 0.011 0 0.009
Si 9.522 12.209 8.175 -0.006 0.008 -0.018
Si 12.239 14.942 8.191 0.004 0.006 -0.006
Si 13.593 16.325 9.542 -0.02 0.014 0.007
Si 16.341 2.73 9.536 0.01 -0.016 0.011
Si 13.591 5.459 9.515 0 -0.003 0
Si 16.315 8.174 9.5 -0.006 0.009 0.005
Si 13.615 10.855 9.5 0.007 -0.01 0.004
Si 16.334 13.575 9.518 0 -0.005 -0.004
Si 2.726 16.309 9.513 0.01 -0.005 0.001
Si 5.455 2.721 9.518 0.012 -0.014 0
Si 2.718 5.469 9.525 -0.014 0.016 0.007
Si 5.445 8.153 9.529 0.014 -0.013 0
Si 2.71 10.885 9.517 -0.009 0.018 -0.006
Si 5.425 13.599 9.526 -0.013 0.024 0
Si 8.145 16.328 9.521 -0.02 -0.003 -0.003
Si 10.869 2.734 9.517 0 -0.004 0.001
Si 8.17 5.439 9.508 0.01 -0.012 0
Si 10.894 8.142 9.52 0.003 -0.003 -0.003
Si 8.148 10.869 9.535 -0.006 0.014 0.005
Si 10.887 13.569 9.538 0.014 -0.009 0.017
Si 14.969 14.942 10.875 0.009 -0.001 0.004
Si 1.381 1.356 10.883 0.011 -0.016 0.002
Si 14.954 4.099 10.872 -0.017 0.006 -0.005
Si 1.34 6.82 10.877 -0.007 0.003 0.001
Si 14.971 9.521 10.875 -0.003 -0.002 -0.004
Si 1.371 12.239 10.898 0.002 0.001 0.012
Si 4.076 14.961 10.886 0 -0.015 -0.003
Si 6.793 1.357 10.885 0.011 -0.002 -0.007
Si 4.088 4.087 10.864 0.004 -0.019 -0.013
Si 6.81 6.787 10.885 0.004 -0.005 0.002
Si 4.069 9.523 10.879 -0.01 0.013 -0.001
Si 6.789 12.242 10.887 -0.005 0.015 -0.007
Si 9.517 14.963 10.865 -0.011 0.019 -0.012
Si 12.228 1.378 10.887 -0.008 -0.003 0.008
Si 9.51 4.079 10.885 -0.001 0 0.005
Si 12.241 6.797 10.895 -0.009 -0.002 0.008
Si 9.53 9.501 10.879 0.01 -0.005 -0.004
Si 12.264 12.206 10.877 0.015 -0.002 0
Si 16.336 16.306 12.232 -0.008 -0.006 -0.002
Si 2.739 2.729 12.235 0.013 0.005 0.003
Si 16.295 5.468 12.244 -0.003 -0.015 -0.002
Si 2.692 8.174 12.242 -0.009 -0.01 0.001
Si 16.324 10.877 12.242 0.002 0.012 -0.008
Si 2.732 13.605 12.254 0.007 0.026 -0.007
Si 5.429 16.327 12.24 -0.004 -0.007 -0.009
Si 8.148 2.708 12.237 -0.03 -0.027 -0.006
Si 5.445 5.424 12.245 0.004 0.003 0.002
Si 8.174 8.144 12.248 0.014 0.006 -0.008
Si 5.426 10.883 12.249 -0.008 0.004 -0.002
Si 8.161 13.612 12.23 0.006 0.011 0.002
Si 10.864 16.329 12.235 0.006 0.008 -0.001
Si 13.592 2.749 12.24 0.009 0.001 -0.008
Si 10.872 5.434 12.242 0.002 -0.016 0.001
Si 13.619 8.159 12.23 0.015 0.014 -0.004
Si 10.913 10.841 12.24 -0.012 0.006 0.001
Si 13.618 13.57 12.24 -0.021 -0.021 -0.001
O 6.655 2.93 33.074 0.057 -0.18 -0.423
O 15.672 15.075 33.242 -0.263 -0.013 0.052
O 2.656 13.957 0.045 -0.403 0.142 -0.122
O 2.491 9.446 23.471 -0.078 -0.6 -0.384
O 2.779 1.619 25.377 -0.283 -0.04 -0.2
O 14.532 14.544 22.85 -0.28 0.074 0.157
O 0.605 9.056 31.466 -0.07 0.572 -0.23
O 8.25 2.206 0.262 0.088 -0.098 -0.114
O 16.075 8.008 21.967 0.138 -0.17 0.192
O 14.792 16.722 25.494 0.215 -0.046 -0.442
O 1.777 1.303 21.12 0.275 0.295 0.066
O 2.466 13.234 22.531 0.031 -0.031 0.422
O 7.679 17.125 21.479 0.195 0.18 0.493
O 15.918 16.661 22.196 0.173 -0.038 0.124
O 2.621 5.56 22.006 -0.305 0.252 0.415
O 5 13.672 21.83 0.195 -0.193 0.395
O 9.314 15.127 20.882 -0.065 -0.042 -0.143
O 7.635 5.633 21.767 -0.132 -0.329 0.067
O 8.145 4.828 24.147 -0.176 -0.044 0.554
O 13.161 16.472 29.526 0.369 -0.498 0.136
O 16.427 13.469 24.439 0.42 0.411 -0.41
O 11.994 6.82 22.351 0.505 0.089 -0.17
O 16.307 9.38 24.207 -0.176 0.085 0.761
O 9.324 17.447 32.915 -0.241 0.294 -0.148
O 11.062 15.754 33.878 0.033 0.073 -0.149
O 4.75 5.616 23.609 -0.012 -0.129 0.214
O 6.838 14.592 32.931 0.064 0.057 -0.337
O 4.355 10.783 24.703 0.068 0.346 -0.106
O 14.042 9.476 22.885 -0.085 -0.216 -0.382
O 8.383 16.503 30.595 0.219 -0.37 -0.194
O 8.309 13.197 28.71 -0.092 0.19 0.05
O 9.399 10.948 23.418 -0.217 -0.165 -0.234
O 2.018 2.198 31.482 0.297 -0.022 -0.316
O 13.048 11.382 32.664 -0.083 0.006 -0.135
O 12.026 11.179 23.407 -0.188 0.563 -0.105
O 16.061 12.935 31.887 0.162 -0.68 -0.246
O 10.974 8.857 23.743 0.377 -0.233 0.276
O 1.564 3.942 25.356 0.523 0.343 -0.095
O 6.563 5.538 33.216 -0.03 0.036 0.505
O 11.24 13.675 21.753 0.486 -0.325 0.385
O 12.818 13.934 33.116 0.611 0.104 0.022
O 16.008 2.614 26.539 0.303 -0.048 0.072
O 7.748 14.113 26.349 0.275 0.095 -0.05
O 3.872 15.036 23.795 -0.507 0.189 0.531
O 9.641 15.27 27.719 0.543 -0.17 0.34
O 9.578 2.458 30.602 0.128 -0.02 -0.653
O 10.26 15.715 23.221 -0.467 0.051 -0.095
O 6.777 2.738 23.143 -0.445 0.307 0.156
O 12.817 2.371 30.863 0.295 0.189 -0.528
O 4.346 11.502 32.718 -0.263 0.72 -0.22
O 10.444 10.047 31.691 0.618 -0.218 -0.053
O 13.684 13.19 30.787 -0.317 0.187 -0.373
O 9.886 6.566 27.692 0.012 0.005 -0.567
O 5.57 6.438 26.056 -0.073 -0.247 -0.131
O 9.446 6.919 23.122 0.075 0.094 0.254
O 13.446 5.133 23.814 0.265 -0.683 0.152
O 11.238 17.368 28.021 -0.195 0.366 0.141
O 2.31 7.125 31.14 0.095 -0.124 -0.028
O 5.499 16.802 22.821 -0.448 -0.205 -0.145
O 4.13 11.625 30.027 0.397 0.25 0.1
O 13.791 4.758 31.587 0.095 -0.346 -0.333
O 3.98 2.877 33.041 0.317 0.21 0.166
O 6.272 10.425 26.35 0.074 0.017 -0.197
O 10.467 7.582 32.452 -0.41 -0.162 -0.074
O 1.753 13.835 33.36 0.36 -0.375 0.277
O 8.817 11.716 30.687 -0.381 0.258 0.003
O 9.176 4.038 27.052 0.221 0.03 -0.142
O 12.297 3.331 33.211 -0.286 -0.164 0.02
O 7.413 12.271 24.554 0.063 -0.288 0.443
O 12.944 15.631 27.032 -0.142 -0.639 0.272
O 6.413 14.749 24.269 0.434 0.078 -0.465
O 5.469 16.934 32.88 -0.167 -0.032 -0.038
O 8.199 8.666 31.484 -0.079 -0.206 -0.045
O 10.36 16.713 25.62 -0.416 -0.127 -0.201
O 9.277 2.966 22.617 -0.176 0.09 -0.421
O 14.853 9.074 29.959 -0.301 0.155 0.108
O 0.257 7.493 28.572 0.469 0.147 0.097
O 3.252 15.465 21.295 0.21 0.071 0.111
O 14.637 9.392 32.651 0.139 0.043 -0.053
O 1.548 11.342 25.021 0.555 -0.276 0.16
O 5.885 10.051 31.193 0.157 0.386 -0.646
O 5.109 16.718 25.432 0.512 -0.009 0.168
O 4.973 5.27 31.138 0.092 -0.369 0.056
O 5.071 6.385 28.666 -0.152 0.325 0.197
O 6.904 7.107 23.868 0.227 0.428 0.158
O 14.436 12.019 23.536 0.185 -0.139 0.271
O 3.57 13.585 28.327 0.331 0.213 0.394
O 1.219 14.657 28.209 -0.06 -0.426 -0.063
O 0.987 2.19 23.466 -0.418 0.185 0.236
O 2.067 15.905 31.833 -0.083 -0.256 -0.168
O 7.417 5.786 27.795 -0.073 -0.244 0.14
O 1.826 11.641 28.751 0.135 -0.319 0.478
O 4.552 8.146 24.404 -0.188 -0.318 0.284
O 15.057 7.078 31.594 0.047 -0.225 -0.295
O 3.998 11.178 27.373 -0.311 -0.285 0.055
O 16.08 17.266 31.845 -0.315 0.249 -0.008
O 8.671 9.469 26.702 -0.206 -0.499 -0.24
O 11.486 4.253 22.477 -0.135 0.146 0.068
O 11.147 12.625 31.484 -0.182 0.518 -0.189
O 8.776 17.737 27.452 -0.255 -0.082 0.497
O 5.783 7.59 31.805 -0.19 -0.009 -0.434
O 6.574 8.276 27.771 -0.029 0.02 0.167
O 4.609 4.093 21.342 0.151 0.44 -0.36
O 6.74 2.944 27.139 -0.082 0.231 -0.221
O 5.166 3.768 29.051 0.107 -0.251 -0.117
O 8.431 2.46 25.116 0.333 -0.345 -0.172
O 12.279 6.87 28.621 0.184 -0.432 0.25
O 15.662 14.805 29.961 -0.413 0.261 0.208
O 14.618 5.789 28.53 -0.39 -0.428 0.121
O 12.242 9.093 33.778 -0.187 0.369 0.142
O 3.227 9.548 31.364 -0.016 0.138 -0.472
O 14.082 14.054 25.322 -0.251 -0.415 0.692
O 7.13 15.508 28.463 -0.518 0.135 -0.43
O 11.174 4.459 31.16 0.037 0.538 -0.006
O 15.49 4.982 25.368 0.198 -0.179 -0.352
O 3.194 15.908 27.029 0.074 0.139 0.301
O 0.571 4.953 27.562 0.497 -0.235 0.177
O 11.367 1.787 23.592 0.214 0.116 0.357
O 13.353 6.248 26.21 -0.588 0.005 -0.113
O 7.45 10.646 28.695 -0.265 0.034 0.26
O 15.663 12.205 29.395 -0.34 -0.307 -0.072
O 10.208 8.052 29.888 -0.376 -0.289 -0.092
O 16.226 10.054 27.953 0.049 -0.151 -0.513
O 16.386 12.408 26.876 -0.565 0.317 0.049
O 13.576 16.415 32.058 -0.166 -0.29 -0.129
O 2.303 4.719 31.982 -0.008 0.302 0.251
O 13.721 1.771 27.482 -0.044 0.624 0.166
O 5.898 15.599 30.719 -0.379 -0.395 -0.252
O 9.947 11.199 28.22 0.428 0.178 0.155
O 12.878 6.645 33.133 -0.153 -0.286 0.151
O 11.087 8.911 27.563 0.746 0.112 -0.045
O 4.231 14.625 32.586 0.134 -0.519 -0.066
O 14.304 8.241 27.56 -0.171 0.346 -0.336
O 15.752 16.536 27.83 0.026 -0.185 -0.027
O 2.229 13.657 26.036 0.479 0.123 -0.467
O 9.173 4.857 29.526 -0.204 0.367 0.331
O 10.761 10.696 25.677 0.322 0.155 0.282
O 3.32 3.428 23.506 0.353 -0.37 0.058
O 6.354 17.821 29.36 0.114 0.148 0.428
O 14.801 7.291 24.204 0.144 0.025 0.227
O 12.552 15.95 24.415 0.025 -0.209 -0.593
O 2.964 5.163 29.484 -0.215 -0.208 -0.674
O 8.881 13.488 22.873 -0.253 -0.001 -0.055
O 4.405 1.823 27.51 -0.39 0.256 -0.018
O 11.065 16.688 31.109 -0.188 -0.376 -0.262
O 8.591 4.427 31.966 -0.064 0.235 -0.265
O 5.377 12.902 25.944 -0.21 0.28 0.21
O 0.481 5.405 30.129 -0.113 -0.077 0.397
O 0.745 11.215 22.504 -0.636 0.065 0.006
O 1.108 16.839 29.667 0.197 0.479 -0.478

Results
total energy: -104286.282 eV
total energy less fixed offsets of O -438.35, Si -107.03 eV per atom: -2.982 eV
